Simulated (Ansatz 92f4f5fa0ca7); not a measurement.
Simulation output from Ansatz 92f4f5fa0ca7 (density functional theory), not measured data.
Periodic cell of 209 atoms, Si128O81, from a study of silicon, its oxide and their interface. The atomic structure is a simulated model.
Doubt: the cutoff is far below the 930 eV that the study's wrapper takes by default for these files, so forces and energies are approximate.

Settings
functional: PBE
potential files: Ansatz PAW
basis: plane waves
wave-function cutoff: 580 eV
density cutoff ratio: 5
exchange-correlation grid ratio: 1
k mesh: 1 x 1 x 1, Gamma-centred
self-consistency stop: 5e-08 eV per atom in the density residual
occupations: fixed
spin: none
net charge: 0

Cell vectors (angstrom)
a, 10.938, 0, 0
b, 0, 10.938, 0
c, -4.3431, 2.2702, 30.729

Atoms: element, x, y, z (angstrom)
Si, 0.652, 6.9234, 24.2887
Si, 4.2967, -0.1255, 24.5542
Si, -2.0678, -0.5936, 24.9038
Si, -1.2348, 5.2506, 24.6867
Si, 7.3653, 8.4687, 24.7087
Si, -4.5507, 2.1449, 24.8008
Si, -0.1524, 3.5952, 25.9536
Si, 2.4449, 6.152, 25.6952
Si, -0.3626, -1.6902, 26.0278
Si, 2.5518, 0.9282, 25.8555
Si, 5.0291, 3.6742, 25.8698
Si, 8.0551, 6.4807, 25.8982
Si, 5.3377, 9.1169, 25.8573
Si, -3.1125, 0.9688, 26.2057
Si, -1.5807, 2.2994, 27.3427
Si, 1.1659, 4.9967, 27.3181
Si, -1.5799, -3.193, 27.3784
Si, 1.1809, -0.4319, 27.2703
Si, 3.8449, 2.2715, 27.3322
Si, 6.5521, 5.051, 27.2041
Si, 3.8498, 7.6786, 27.1392
Si, 6.5201, -0.5132, 27.4046
Si, -0.2414, 0.903, 28.678
Si, 2.4931, 3.6375, 28.678
Si, -0.2414, -4.566, 28.678
Si, 2.4931, -1.8315, 28.678
Si, 5.2276, 0.903, 28.678
Si, -2.9759, 3.6375, 28.678
Si, 5.2276, 6.372, 28.678
Si, 7.9621, 9.1065, 28.678
Si, 1.1259, 2.2702, 30.0452
Si, 3.8604, 5.0047, 30.0452
Si, 1.1259, -3.1988, 30.0452
Si, 3.8604, -0.4643, 30.0452
Si, -4.3431, 2.2702, 30.0452
Si, -1.6086, 5.0047, 30.0452
Si, 6.5949, 7.7392, 30.0452
Si, -1.6086, -0.4643, 30.0452
Si, 4.1018, 1.3673, 0.6835
Si, 6.8362, 4.1018, 0.6835
Si, 4.1018, -4.1018, 0.6835
Si, 6.8362, -1.3673, 0.6835
Si, 9.5708, 1.3673, 0.6835
Si, 1.3673, 4.1018, 0.6835
Si, 9.5708, -4.1018, 0.6835
Si, 1.3673, -1.3673, 0.6835
Si, 2.7345, 0, 2.0507
Si, 5.469, 2.7345, 2.0507
Si, 2.7345, -5.469, 2.0507
Si, 5.469, -2.7345, 2.0507
Si, 8.2035, 0, 2.0507
Si, 10.938, 2.7345, 2.0507
Si, 8.2035, 5.469, 2.0507
Si, 10.938, -2.7345, 2.0507
Si, 4.0906, -1.3751, 3.3725
Si, 6.8056, 1.3405, 3.3408
Si, 4.1018, 4.1025, 3.4646
Si, 6.8393, -4.0982, 3.4855
Si, 9.5672, -1.3827, 3.4704
Si, 1.3744, 1.3664, 3.4791
Si, 9.5825, 4.1134, 3.373
Si, 1.3662, -4.0973, 3.3574
Si, 5.4348, 0.0045, 4.6974
Si, 8.1905, 2.7067, 4.6126
Si, 5.4513, 5.4764, 4.8836
Si, 8.2072, -2.7351, 4.9149
Si, 0.0168, -0.0364, 4.8722
Si, 2.7522, 2.7387, 4.8942
Si, 10.9511, 5.4893, 4.7067
Si, 2.7293, -2.7446, 4.6965
Si, 4.1559, 1.3021, 6.2175
Si, 6.8787, 3.9733, 6.0839
Si, 4.0225, -4.0195, 6.1901
Si, 6.7451, -1.2873, 6.1562
Si, -1.4306, 1.4223, 6.0723
Si, 1.3377, 4.1908, 6.1611
Si, 8.7092, 4.8502, 7.2399
Si, 1.4451, -1.466, 6.2046
Si, 3.172, -0.4476, 7.4858
Si, 5.9287, 2.2694, 7.4488
Si, 2.2878, -5.0015, 7.5062
Si, 4.9259, -2.1996, 7.4045
Si, 7.7505, 0.4941, 7.3507
Si, -0.4761, 3.1909, 7.2729
Si, 9.6498, -4.1715, 6.2238
Si, 0.5088, -3.2388, 7.5232
Si, 3.1795, 4.2308, 24.3535
Si, 1.4249, 2.4932, 24.5166
Si, -2.4218, 3.8752, 23.1176
Si, 5.5345, 3.2598, 9.5953
Si, 5.7168, 4.6393, 14.0697
Si, 3.6375, 5.4794, 17.5363
Si, -4.334, 6.0431, 16.7887
Si, 1.1984, 6.942, 18.4946
Si, 4.0703, -1.2972, 21.6347
Si, 2.9765, 5.0458, 9.6199
Si, 2.0272, 7.1639, 21.4103
Si, -3.0565, 4.2806, 18.7984
Si, -1.1911, 2.3147, 16.1728
Si, -4.135, -2.25, 15.3775
Si, -3.9023, -2.4361, 21.5421
Si, 6.6457, -3.0045, 9.8723
Si, 0.1932, -2.1386, 9.623
Si, 2.7254, -4.3503, 12.424
Si, 5.6277, -3.6515, 12.7402
Si, 8.0148, 5.0412, 9.444
Si, 0.5599, 0.1771, 15.1746
Si, 8.548, -0.4463, 9.3547
Si, -4.2491, 5.5088, 21.2404
Si, 4.7599, 0.8606, 11.6211
Si, 10.0109, 4.3433, 11.6965
Si, -0.1135, 4.1262, 18.5711
Si, 7.7855, 0.2987, 12.087
Si, 3.7221, 4.5935, 22.007
Si, 3.0856, 0.0934, 19.0511
Si, -0.7528, 1.3118, 22.5777
Si, 2.6714, 3.1811, 19.5288
Si, 3.3291, 1.3685, 14.461
Si, 5.0858, 0.0394, 16.675
Si, -3.2356, 1.2971, 18.0354
Si, 10.8545, -3.7109, 12.3066
Si, 2.5004, -0.1421, 9.7906
Si, 8.0798, 2.9143, 13.7258
Si, 9.3192, -1.6452, 13.8424
Si, 0.4313, -1.1844, 18.0912
Si, 3.4426, 4.4354, 14.5484
Si, 0.9151, 2.6237, 10.0747
Si, -1.8094, -0.3715, 20.176
O, 1.0412, 7.1383, 22.6922
O, 5.2013, 5.9004, 17.5944
O, 5.0353, 2.2272, 10.761
O, 5.4217, 1.0115, 24.0113
O, 8.306, 0.6344, 10.5746
O, 0.3113, -2.4486, 24.6858
O, 10.8482, 2.6117, 8.7977
O, 0.5602, -2.7519, 17.6755
O, 7.7118, -1.8197, 9.597
O, 6.3108, -2.9384, 14.0101
O, 10.5333, -3.0831, 10.8258
O, 6.3498, 0.6585, 17.4564
O, 4.0181, -3.4394, 12.7975
O, 10.7931, -5.3302, 12.3338
O, 2.7582, 6.749, 18.0541
O, 6.4803, 3.2361, 13.7073
O, 5.2605, 5.159, 21.95
O, 2.8929, 1.6971, 18.9244
O, 3.1744, 5.126, 16.0152
O, -1.974, 1.1353, 17.0064
O, 2.1269, 3.6768, 9.8435
O, -3.7049, -2.8544, 23.0971
O, 5.6471, -1.2014, 15.7976
O, -0.8056, 0.4788, 21.152
O, 9.8088, -3.1474, 13.4273
O, -3.7248, 3.0091, 23.6481
O, -0.1103, 1.6562, 15.1626
O, 6.1665, 0.1444, 12.0265
O, 7.3472, -4.4272, 9.5732
O, -3.1021, 5.4272, 17.6479
O, 2.0899, 0.3243, 14.6536
O, 3.7347, -0.751, 23.1255
O, -4.1711, 4.578, 19.921
O, -0.3911, 3.2865, 17.2007
O, 3.1702, -2.6323, 21.4378
O, -0.9332, -1.0124, 18.9591
O, 1.5851, 1.1469, 10.2331
O, 5.933, -5.2605, 12.8018
O, -1.5078, 2.7549, 22.3394
O, -4.0715, 7.067, 20.7734
O, 1.0451, 3.4636, 19.5206
O, 4.543, 4.5725, 9.4997
O, 7.0206, 3.8471, 9.9852
O, -1.4926, 0.318, 23.6308
O, 3.8781, -0.154, 10.684
O, 2.8317, 2.9132, 14.5855
O, 1.6434, -1.5143, 10.1069
O, 1.459, -3.3638, 12.703
O, 3.9502, 1.1664, 12.982
O, 5.3444, -2.7952, 8.9203
O, 9.3852, 4.9076, 10.307
O, 0.0735, 3.088, 11.4032
O, 1.0962, 7.2957, 20.0828
O, 3.3631, 3.3007, 21.0241
O, 2.6412, 5.2834, 13.3981
O, 0.7523, 1.7027, 23.1414
O, 10.6645, -0.7994, 14.1788
O, 0.3509, 5.6126, 18.1198
O, -3.5246, 2.8792, 18.1503
O, -2.9931, 5.0834, 22.1804
O, 3.989, -0.429, 17.789
O, -2.6439, -1.6211, 15.119
O, 8.5164, -1.0795, 12.5438
O, 6.5042, 5.2839, 15.36
O, 1.6641, -0.6892, 19.0226
O, 2.7784, 5.7321, 21.3235
O, 8.2495, 1.3924, 13.1927
O, 6.2038, -2.9603, 11.4166
O, 4.4329, 1.1057, 15.6367
O, -2.6502, -1.5524, 20.9553
O, 3.7395, -0.1872, 20.5014
O, 0.4922, -0.359, 16.7023
O, 3.4135, 4.2052, 18.5108
O, 2.7638, -4.8351, 10.8526
O, -3.9861, 7.6106, 16.5759
O, 8.8488, 3.9258, 12.7313
O, -2.8964, 0.6396, 19.4835
O, 10.1316, -0.8691, 9.3021
O, 5.6542, -1.5988, 21.41
O, -2.2714, 3.0991, 15.2355
O, -1.5306, 4.2021, 19.3891

Results
free energy: -127440.885 eV
free energy less fixed offsets of O -568.88, Si -635.61 eV per atom: -3.525 eV

Forces (eV/angstrom), in the order of the atoms: element, x, y, z
Si, 0.1638, -0.0462, -0.4292
Si, -0.0043, 0.1075, -0.5203
Si, 0.2422, 0.5761, 0.0198
Si, 0.0864, -0.0787, -0.1586
Si, -0.4113, -0.5233, -0.2153
Si, -0.0989, 0.0603, -0.6091
Si, -0.0385, 0.0932, 0.0925
Si, -0.0617, 0.0299, -0.0498
Si, 0.0834, -0.0333, -0.0978
Si, 0.2199, -0.1809, 0.0318
Si, -0.0455, 0.0233, 0.034
Si, -0.0011, -0.0343, 0.037
Si, 0.0645, -0.0578, -0.1657
Si, 0.0489, 0.0564, -0.0142
Si, 0.0499, 0.0239, -0.036
Si, -0.1116, -0.1383, 0.0161
Si, -0.038, 0.0812, -0.0188
Si, -0.041, 0.0257, 0.0209
Si, -0.0297, -0.0383, -0.0204
Si, 0.1092, 0.0175, -0.058
Si, -0.0472, -0.0142, -0.0241
Si, 0.0582, 0.0142, 0.185
Si, 0.265, -0.0317, -0.035
Si, 0.0462, -0.0198, 0.321
Si, 0.3643, -0.2069, 0.2387
Si, 0.2101, -0.2694, -0.7551
Si, -0.4075, 0.0934, 0.512
Si, -0.2462, 0.4488, -0.4417
Si, -0.1553, 0.0997, -0.6449
Si, -0.012, -0.0744, 0.5004
Si, -0.0107, 0.0348, 0.0483
Si, -0.0054, -0.0986, -0.0017
Si, -0.002, -0.093, -0.0375
Si, 0.0631, 0.0545, -0.0012
Si, -0.0392, -0.035, -0.05
Si, -0.0491, 0.073, -0.02
Si, 0.0135, 0.0935, 0.0277
Si, -0.0176, -0.0389, -0.0048
Si, -0.1099, 0.0192, -0.0215
Si, -0.0106, 0.115, 0.0062
Si, 0.0999, -0.0551, 0.0024
Si, 0.0256, -0.1542, -0.0186
Si, 0.0911, -0.0045, 0.0224
Si, 0.0588, -0.1153, -0.0111
Si, -0.0818, 0.0821, -0.0201
Si, -0.0443, 0.1399, -0.0006
Si, -0.177, 0.1855, 0.015
Si, -0.2791, 0.2223, -0.1758
Si, 0.1376, -0.1895, -0.061
Si, 0.2088, -0.1167, 0.0869
Si, 0.1719, -0.3646, -0.1003
Si, 0.2632, -0.1786, 0.0696
Si, -0.1363, 0.2244, 0.053
Si, -0.2424, 0.1359, -0.1217
Si, -0.0285, -0.0069, -0.0413
Si, 0.055, -0.0254, 0.0288
Si, 0.0099, 0, 0.1124
Si, 0.0064, -0.0326, 0.0226
Si, 0.0264, 0.0399, 0.1015
Si, -0.0017, -0.018, 0.0546
Si, -0.0614, 0.0424, -0.0893
Si, 0.0374, -0.0002, 0.0743
Si, -0.0315, -0.0047, 0.0152
Si, -0.0195, 0.0028, 0.0214
Si, 0.0229, 0.0065, 0.1137
Si, -0.011, -0.0417, 0.0532
Si, 0.0224, -0.0528, 0.1314
Si, -0.0243, -0.0265, 0.0715
Si, -0.0492, 0.0367, 0.0085
Si, -0.0321, 0.0424, 0.0195
Si, -0.0527, 0.0011, -0.0975
Si, -0.0997, -0.0002, -0.1881
Si, -0.021, -0.126, -0.1058
Si, 0.0501, 0.0327, -0.0061
Si, -0.0422, -0.1038, -0.1588
Si, 0.1275, 0.1121, -0.0069
Si, 0.0013, 0.062, 0.2039
Si, -0.118, 0.0203, -0.144
Si, 0.0084, -0.0516, 0.1638
Si, 0.2926, -0.2471, 0.0964
Si, -0.1955, 0.2377, -0.0078
Si, 0.1137, -0.1502, 0.2318
Si, -0.227, 0.2712, 0.1231
Si, 0.0852, -0.2176, 0.2597
Si, 0.0163, 0.0745, -0.028
Si, 0.2355, -0.1333, 0.0506
Si, 0.2787, 0.1918, 0.0216
Si, -0.417, -0.2845, -0.1773
Si, -0.0015, 0.1994, 0.2925
Si, 0.2432, -0.2169, -0.3224
Si, 0.3973, 0.1691, 0.2329
Si, -0.0217, 0.027, 0.011
Si, 0.1216, 0.0782, -0.0116
Si, -0.0747, 0.0557, -0.1057
Si, 0.1876, -0.0111, -0.2064
Si, -0.2157, 0.3154, -0.4337
Si, -0.0312, -0.21, -0.1212
Si, 0.0997, -0.0527, -0.1181
Si, -0.0583, -0.0382, 0.1056
Si, 0.0737, -0.0327, 0.0814
Si, -0.0378, 0.1709, -0.17
Si, -0.0254, 0.0822, -0.1533
Si, 0.0778, -0.3048, -0.2503
Si, -0.0103, 0.1727, 0.0745
Si, -0.089, 0.0181, 0.3066
Si, 0.224, -0.1014, -0.399
Si, -0.102, -0.1197, 0.1166
Si, -0.1346, 0.3633, -0.3491
Si, -0.0907, -0.1258, -0.1909
Si, 0.0373, -0.0977, -0.1125
Si, -0.1588, 0.1193, 0.0653
Si, -0.0338, 0.022, -0.0275
Si, 0.1021, -0.0883, 0.1164
Si, -0.1557, -0.0035, 0.0228
Si, -0.0643, 0.0045, -0.1102
Si, 0.0177, 0.0005, -0.2167
Si, -0.0246, 0.0571, 0.0008
Si, -0.0366, -0.1429, 0.2021
Si, 0.0616, -0.1058, 0.106
Si, 0.0437, -0.0292, 0.0275
Si, -0.0004, 0.0991, 0.2019
Si, 0.1632, -0.1631, -0.3796
Si, 0.137, -0.019, 0.0753
Si, -0.0145, -0.0217, 0.1399
Si, -0.0754, -0.0105, -0.0693
Si, -0.2722, -0.0337, 0.1928
Si, -0.0717, -0.0016, -0.1404
Si, -0.1176, -0.1162, -0.2914
O, -0.1097, -0.141, 0.3935
O, -0.0863, -0.0118, 0.0404
O, -0.0226, 0.1193, 0.1413
O, -0.0249, 0.0181, 0.6758
O, 0.098, 0.0214, 0.0594
O, -0.2192, -0.1343, 0.4849
O, -0.1051, 0.0924, -0.2083
O, 0.0388, -0.0584, -0.0031
O, -0.0968, -0.1376, 0.0708
O, -0.0625, -0.0785, -0.2086
O, -0.0261, 0.0741, 0.014
O, -0.0263, 0.0145, -0.0205
O, -0.0291, 0.024, -0.0478
O, 0.092, -0.0879, -0.0301
O, 0.0355, -0.0154, 0.0537
O, -0.131, 0.1237, 0.0014
O, 0.1066, 0.0023, 0.0726
O, 0.0256, -0.0224, -0.0201
O, 0.0452, -0.1011, -0.2502
O, -0.0105, 0.0116, -0.0381
O, -0.0351, -0.0327, 0.1017
O, 0.1533, 0.1255, 0.2963
O, -0.0329, 0.0424, -0.0311
O, 0.1493, 0.1875, 0.3503
O, 0.0268, -0.0385, -0.1146
O, 0.1086, -0.0062, 0.2307
O, 0.0412, 0.0566, -0.0725
O, -0.1021, 0.0009, 0.0164
O, -0.0821, 0.0083, 0.0867
O, -0.0353, 0.0313, 0.002
O, 0.0885, 0.0316, -0.08
O, -0.0333, 0.1126, 0.3685
O, -0.0418, 0.0313, 0.101
O, 0.0267, 0.0065, -0.0411
O, -0.0386, 0.0765, 0.036
O, -0.0474, 0.0168, 0.1159
O, -0.0762, 0.1183, 0.1111
O, -0.0094, -0.0783, -0.094
O, 0.0255, -0.1, 0.0478
O, -0.0008, -0.0602, 0.0289
O, 0.0215, 0.0063, 0.0518
O, 0.111, -0.1044, 0.1089
O, -0.1457, 0.081, 0.0484
O, -0.1368, -0.248, -0.0283
O, 0.0275, 0.0558, 0.1494
O, 0.0348, 0.2016, -0.033
O, -0.0777, 0.0751, 0.0047
O, 0.0446, -0.0376, -0.0783
O, 0.0122, 0.0656, -0.0757
O, -0.1534, 0.1779, -0.2304
O, 0.0331, -0.006, 0.1682
O, 0.1463, -0.2175, -0.066
O, 0.0021, 0.0308, 0.1536
O, 0.0586, -0.0115, 0.0866
O, 0.0612, -0.2449, 0.0953
O, 0.2427, 0.2985, 0.3847
O, 0.0299, 0.0417, -0.0223
O, 0.0171, 0.0065, -0.0095
O, -0.0334, 0.0864, 0.0304
O, -0.0833, -0.0018, -0.0779
O, 0.0009, -0.0246, 0.0184
O, 0.0043, 0.0156, -0.0092
O, -0.0718, 0.0645, -0.0795
O, -0.177, -0.1106, -0.1581
O, 0.0945, 0.031, 0.0561
O, -0.0388, 0.0467, 0.0788
O, -0.0229, 0.0114, -0.0625
O, 0.044, 0.003, -0.0678
O, -0.0509, 0.1235, -0.1228
O, -0.012, -0.0323, 0.0991
O, 0.0045, -0.0332, 0.1114
O, 0.0034, 0.0176, -0.0343
O, 0.022, 0.0054, -0.031
O, 0.0771, -0.0797, 0.0938
O, 0.0123, -0.0447, 0.0513
O, -0.0048, 0.0009, -0.0291
O, 0.0475, -0.0209, 0.0992
O, 0.0563, 0.008, 0.0473
O, -0.0095, -0.0003, 0.0824
O, 0.0065, 0.0291, -0.0589
O, 0.0167, -0.0139, 0.0828

The program warned: the cutoff lies below the one the program advises for these potential files; the exchange-correlation potential is rough where the density is thin.
